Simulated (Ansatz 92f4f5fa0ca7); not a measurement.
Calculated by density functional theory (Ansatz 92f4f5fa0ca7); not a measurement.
Periodic cell of 258 atoms, Si144O114, from a study of silicon, its oxide and their interface. The atomic structure is a simulated model.
This geometry differs little from another in the collection (a relaxation step or a small displacement).

Settings
functional: r2SCAN
potential files: Ansatz PAW
basis: plane waves
wave-function cutoff: 800 eV
density cutoff ratio: 5
exchange-correlation grid ratio: 1
k mesh: 1 x 1 x 1, shifted by 0.5 0.5 0 of a step
self-consistency stop: 1e-10 eV per atom in the density residual
occupations: fixed
spin: none
net charge: 0

Cell vectors (angstrom)
a 10.88 0 0
b 0 10.88 0
c -3.1534 -4.6593 36.31

Atoms: element, x, y, z (angstrom)
Si 7.3072 0.8184 1.4918
Si 10.0329 3.6367 1.5758
Si 6.3188 7.3119 1.5878
Si 9.0077 -0.8854 1.5125
Si 3.5878 -0.604 -1.0251
Si 3.8792 4.3631 1.5116
Si 12.5472 6.5257 1.4705
Si 4.6081 -1.9169 1.5513
Si 8.2408 2.6267 2.7273
Si 10.9655 5.3959 2.7927
Si 8.1141 -2.6501 2.7815
Si 10.8351 0.103 2.6475
Si 2.6583 2.7606 2.7021
Si 5.4198 5.5259 2.8273
Si 13.6769 8.1121 2.7759
Si 5.5115 -0.0736 2.7248
Si 6.8378 4.0607 4.006
Si 9.5193 6.7899 4.0256
Si 6.7987 -1.3576 4.2298
Si 9.5322 1.3269 4.187
Si 12.2815 4.0764 4.2041
Si 14.9446 6.7959 4.2475
Si 12.2446 9.5598 3.9676
Si 4.07 1.3396 3.9767
Si 5.4421 2.7089 5.3624
Si 8.1699 5.4186 5.4024
Si 5.4364 8.1579 5.5498
Si 8.1708 -0.0018 5.5313
Si 10.9021 2.6991 5.5055
Si 13.6077 5.4286 5.5569
Si 10.8889 8.1765 5.3621
Si 13.6127 -0.0044 5.3856
Si 6.7872 1.382 6.8
Si 9.5076 4.0678 6.7969
Si 6.8225 6.7633 6.813
Si 9.5538 9.4988 6.7962
Si 12.2927 1.3374 6.8126
Si 4.1244 4.0499 6.8042
Si 12.2101 6.8236 6.8001
Si 14.9453 -1.3307 6.8296
Si 8.1539 2.7168 8.1724
Si 10.8633 5.4216 8.1374
Si 8.1774 8.1505 8.134
Si 10.9067 -0.0118 8.1494
Si 2.7741 2.7093 8.1716
Si 5.4528 5.4137 8.1724
Si 13.5654 -2.6973 8.1606
Si 5.4613 0.0161 8.1756
Si 6.8068 4.0673 9.5377
Si 9.5206 6.7969 9.4627
Si 6.836 9.5127 9.5158
Si 9.538 1.334 9.5112
Si 12.2233 4.0407 9.4934
Si 4.0469 6.7929 9.4822
Si 12.2308 -1.343 9.5456
Si 4.1485 1.3856 9.5458
Si 5.5286 2.6973 10.9598
Si 8.1666 5.4694 10.8101
Si 5.4101 8.1648 10.8231
Si 8.2607 -0.0656 10.9083
Si 10.9018 2.6535 10.9056
Si 13.5391 5.4407 10.8283
Si 10.8459 8.1297 10.8384
Si 13.6258 0.0509 10.8379
Si 6.9702 1.2965 12.2966
Si 9.5587 4.1519 12.1267
Si 6.7707 6.7997 12.1446
Si 9.5822 -1.4552 12.3329
Si 12.2598 1.2584 12.3268
Si 4.0001 4.0687 12.1467
Si 12.2135 6.8504 12.2159
Si 4.0585 9.5583 12.1724
Si 8.3251 2.8236 13.5704
Si 10.8117 5.5193 13.568
Si 8.0315 8.1434 13.6114
Si 11.4203 -0.6133 13.626
Si 2.677 2.7678 13.6051
Si 5.2771 5.5284 13.4147
Si 13.3328 8.4585 13.5206
Si 5.4444 -0.0019 13.5537
Si 6.4578 3.8637 14.5923
Si 8.1128 -0.4423 17.3585
Si 6.4132 -1.619 14.9508
Si 10.199 2.6251 15.1934
Si 4.3081 1.592 14.8299
Si 4.0969 7.1297 14.804
Si 10.7217 0.4063 15.6727
Si 1.2217 4.0862 14.9207
Si 7.0508 5.7007 23.4444
Si 9.0898 6.5472 14.9312
Si 5.6687 0.0734 22.2854
Si 13.2632 2.5582 24.255
Si 9.4958 3.8604 17.0299
Si 13.1695 -0.5265 19.9716
Si 9.3057 4.7151 -5.6083
Si 6.3156 6.6824 26.0735
Si 3.4079 2.0177 21.4339
Si 13.3909 2.5877 -7.7467
Si 5.9673 3.8857 -0.6934
Si 3.7499 -2.647 -8.0795
Si 12.0508 1.081 -0.7894
Si 8.8618 4.3998 -0.2739
Si 13.5565 5.2906 25.6825
Si 7.7888 2.4014 18.7575
Si 10.4673 2.3868 25.4398
Si 12.1025 4.7797 -9.5429
Si 0.8421 1.9478 1.3892
Si 10.8298 6.6387 -7.2868
Si 3.3161 3.4574 18.628
Si 4.2542 -2.5136 21.1197
Si 6.9763 6.6022 -0.5264
Si 6.4813 6.4995 20.4435
Si 5.9822 1.179 -1.3965
Si 3.2239 -0.0415 -9.0946
Si 7.6729 4.967 16.1371
Si 7.0946 1.0673 -8.8404
Si 2.8705 7.3907 23.5599
Si 3.6126 4.1415 -5.2539
Si 11.238 -2.0186 23.9783
Si 8.9796 7.0758 25.1537
Si 8.2249 1.1701 21.4677
Si 6.2543 4.2028 18.4818
Si 7.9076 2.8636 24.079
Si 13.2642 6.9691 -5.6046
Si 11.7285 7.4323 -1.3937
Si 6.3438 7.5619 -3.1949
Si 2.2465 5.5208 16.7115
Si 6.4379 0.5705 25.2912
Si 10.4293 -0.8551 21.237
Si 10.4437 4.9067 -2.7467
Si 9.9206 -0.9449 -1.4541
Si 10.6405 6.6966 17.4436
Si 8.4375 0.2339 -6.283
Si 10.9687 2.0401 -5.8924
Si 12.557 2.7306 -3.3927
Si 13.5836 -1.5633 25.7461
Si 3.598 0.5131 26.0894
Si 8.9463 -2.6993 19.4751
Si 7.5192 -0.5993 -3.4871
Si 13.4283 0.849 17.2637
Si 9.0829 -1.9925 -8.2088
Si 3.3056 8.1425 -3.0161
Si 6.5029 7.1706 -7.9832
Si 6.5192 5.4163 -5.3256
O 8.3692 -1.5129 18.5412
O 6.7961 -0.4301 -9.4235
O 7.5753 0.9543 18.0123
O 3.5735 6.186 16.0388
O 10.2272 3.4658 -6.0094
O 6.5157 0.2806 -2.5987
O 5.4455 2.7141 15.2408
O 5.2013 0.5064 26.3204
O 11.8035 7.2375 0.2077
O 4.714 3.637 0.2999
O 12.8643 3.4961 -8.9657
O 12.0324 0.3941 16.6314
O 5.8934 2.745 -1.8352
O 6.0942 5.039 19.87
O 6.79 -1.9655 -3.9548
O 6.0792 5.9657 -8.9847
O 13.0093 -0.2005 -0.4655
O 5.3594 -2.5661 -8.0351
O 2.7529 2.7985 22.6967
O 3.1523 -1.1544 -7.9222
O 9.8949 0.9071 -6.2309
O 4.2288 -1.714 -0.0431
O 4.8989 -1.2668 21.8959
O 11.6896 5.7297 -8.3008
O 3.3915 1.3933 -8.3826
O 3.0403 5.9769 24.2801
O 12.1663 7.6882 23.3431
O 7.7266 4.3696 -5.6036
O 9.4761 4.0533 -1.7475
O 3.0354 -1.9148 20.2752
O 3.47 -2.3094 24.5052
O 2.7717 5.4301 0.9047
O 13.2308 7.3523 -1.9816
O 5.9746 6.1817 24.5627
O 12.1172 5.8048 26.1667
O 8.4785 5.995 -0.2848
O 12.1312 1.9324 -6.9917
O 9.516 -0.8761 -9.307
O 10.9319 -0.9814 22.7733
O 9.9327 0.8962 25.7464
O 7.6406 -0.3051 25.9164
O 4.49 0.7197 -1.0131
O 3.098 3.1132 -4.0955
O 9.671 6.1358 26.2563
O 4.88 1.4366 21.843
O 6.9805 -1.0065 16.3541
O 3.2802 7.2552 -6.907
O 9.4467 -2.0918 20.8882
O 3.38 3.0932 20.2111
O 7.4206 3.6718 0.0086
O 7.0874 0.0259 21.5142
O 3.2711 7.6763 -9.5014
O 12.0497 -1.3539 25.2206
O 10.2278 7.4672 18.7854
O 10.8175 6.2846 -2.0324
O 11.8019 4.101 -3.0241
O 9.2762 2.9177 18.345
O 8.4365 1.5253 -9.6145
O 10.4408 5.0864 17.5822
O 7.787 2.2539 20.3682
O 8.3406 1.8415 22.9167
O 7.6619 7.5633 25.9472
O 7.3886 1.0074 -7.2593
O 6.9388 0.996 -0.1044
O 7.0178 7.6924 -1.7207
O 11.5939 -0.8255 20.1168
O 5.9425 2.1272 -9.2407
O 13.3205 2.3476 17.8488
O 5.2586 -2.728 15.3605
O 6.4912 6.5259 -6.5048
O 10.6105 0.5196 -1.3027
O 9.2064 -1.3447 -0.0581
O 9.7617 7.328 16.2386
O 3.668 7.3062 22.1787
O 6.6597 6.3252 22.0308
O 2.7343 5.4879 -5.0783
O 7.8695 7.8515 -8.5162
O 10.4076 7.9906 -8.036
O 3.3812 3.4693 -6.711
O 5.9854 5.4327 -1.1567
O 3.4783 -1.2063 -2.5208
O 12.7485 1.9077 -2.011
O 3.745 0.8228 16.1751
O 2.8182 -0.1431 18.4978
O 7.8318 7.0534 19.7577
O 8.8727 -0.9025 -2.6688
O 4.8412 3.5032 18.1023
O 9.7077 5.2252 -4.1355
O 5.9421 0.0106 23.8689
O 9.6412 0.538 21.0699
O 13.4556 0.6945 21.0012
O 13.5337 8.0977 -4.4885
O 12.2042 6.8251 17.0667
O 6.8462 6.2445 -3.9734
O 11.0652 -2.0327 -1.7761
O 9.5317 5.8597 -6.7282
O 8.655 -1.2678 -6.8266
O 9.8729 -2.5878 24.6087
O 9.2605 3.2971 24.8508
O 11.67 2.3134 24.365
O 2.7747 3.7249 25.3182
O 11.6289 1.8745 -4.4196
O 7.1169 4.0917 23.4113
O 6.6838 5.3781 17.4151
O 6.921 2.1106 25.1199
O 11.7112 7.0234 -5.9949
O 4.744 7.4357 -3.0755
O 8.5248 6.2187 23.8646
O 9.4793 -0.2493 16.5064
O 3.2425 1.2627 24.6884
O 7.8285 0.2509 -4.8082
O 5.1696 4.548 -5.1543
O 5.308 7.5868 20.1853
O 13.508 4.8511 18.1597

Results
free energy: -157132.338 eV
free energy less fixed offsets of O -570.45, Si -639.56 eV per atom: -4.398 eV

Forces (eV/angstrom), in the order of the atoms: element, x, y, z
Si 0.0199 -0.0134 0.0624
Si -0.0059 0.0121 -0.0164
Si 0.0086 0.0024 -0.0199
Si -0.0103 0.0196 0.065
Si -0.0031 -0.0152 0.0639
Si -0.013 0.004 0.0463
Si 0.0152 -0.0082 0.053
Si 0.0071 -0.0072 0.0655
Si 0.0027 0.0027 -0.0007
Si -0.0042 0 -0.0092
Si 0.0028 -0.0098 -0.0061
Si 0.0067 -0.0065 -0.0038
Si 0.0036 -0.0062 -0.0059
Si 0.0099 -0.0075 -0.0094
Si -0.0046 0.0007 -0.0109
Si -0.0053 0.0012 -0.0081
Si -0.0027 0.0027 0.0031
Si -0.003 0.0026 0.001
Si -0.0023 -0.0042 0.0081
Si -0.0022 0.0076 0.0031
Si 0.002 0.0016 0.0033
Si -0.0003 -0.002 0.0036
Si 0.0044 0.0016 0.004
Si -0.0016 -0.0041 0.0012
Si 0.0031 0.0048 -0.0001
Si 0.003 0.0011 0.0035
Si 0.0003 0.0008 -0.0025
Si 0.0028 -0.0049 -0.0008
Si 0.0011 -0.0008 -0.0008
Si 0.0038 -0.0016 -0.0011
Si -0.0011 -0.0001 -0.0012
Si -0.0011 0.0027 0.0023
Si 0.0003 -0.0018 0.0042
Si 0.0001 0.0016 0.0042
Si 0 -0.0014 0.0033
Si 0.0017 0.0025 0.0051
Si 0.0003 0.0062 0.0048
Si -0.0022 -0.0012 0.0046
Si -0.0004 -0.0018 0.0047
Si -0.001 -0.0038 0.0027
Si 0.0017 0.0051 0.006
Si 0.0002 0.0017 0.0033
Si 0.0005 0.0006 0.0029
Si 0 0.0012 0.0059
Si 0.0006 -0.002 0.0028
Si 0.0028 0.0015 0.0058
Si 0.0001 0.0008 0.005
Si -0.0008 -0.0003 0.0021
Si -0.0001 0.0014 0.0016
Si -0.0011 0.0007 0.0033
Si 0.0032 0.0016 0.0036
Si 0.001 -0.0021 -0.0012
Si -0.0024 -0.0057 0.0045
Si -0.0002 -0.0002 0.0009
Si 0.0012 -0.0029 -0.0002
Si 0.0032 0.0038 0.0025
Si -0.0035 -0.0023 0.0017
Si 0.002 -0.0032 0.002
Si 0.0029 0.0067 0.0067
Si -0.0021 -0.0059 0.0017
Si 0.0029 0.0056 0.0063
Si -0.0012 0.0061 0.0091
Si 0.0061 0.006 0.0032
Si -0.0071 -0.0048 0.004
Si 0.004 0.0085 0.0046
Si 0.0027 -0.0023 0.003
Si 0.0008 0.0003 0.0041
Si -0.006 0.001 -0.0031
Si 0.0005 0.0007 -0.004
Si 0.0015 -0.0044 -0.0018
Si 0.0008 -0.0101 -0.0027
Si 0.0011 0.0004 0.0009
Si -0.012 0.0024 -0.0049
Si 0.0008 -0.0019 0.0006
Si 0.0044 -0.0001 -0.0076
Si 0.0021 -0.0081 -0.0127
Si 0.002 0.0103 0.0051
Si -0.0038 -0.005 -0.0016
Si -0.0052 0.0039 -0.0058
Si 0.0009 0.0044 -0.0084
Si -0.0047 -0.0261 0.0215
Si 0.0073 0.0058 0.103
Si 0.0109 0.0105 0.0822
Si 0.0249 -0.0034 -0.0077
Si 0.002 0.0073 0.0813
Si 0.0092 -0.0232 0.0678
Si -0.0292 0.0069 0.0885
Si -0.0127 -0.005 -0.015
Si -0.0033 -0.01 -0.0558
Si 0.0235 -0.0001 0.0425
Si -0.0049 -0.0075 -0.0355
Si 0.0021 -0.0092 -0.064
Si -0.0081 0.0057 0.089
Si -0.0068 -0.0083 0.0396
Si -0.0108 -0.0042 -0.0518
Si 0.0093 0.0096 -0.0815
Si -0.0066 -0.0222 -0.0008
Si 0.0119 -0.0146 -0.0905
Si -0.0199 0.0144 0.0339
Si 0.0124 0.0232 -0.0925
Si -0.0071 0.004 0.0698
Si 0.0135 -0.0231 0.0687
Si 0.0043 -0.0259 -0.0829
Si -0.0508 -0.0119 0.0488
Si -0.0093 0.0043 -0.0605
Si -0.0038 -0.0038 -0.0763
Si 0.0116 -0.0174 -0.0176
Si 0.0159 0.0172 -0.0751
Si 0.0049 -0.0253 0.072
Si -0.0025 0.0042 -0.0165
Si -0.0359 0.0106 0.0701
Si 0.0076 0.0234 0.0241
Si 0.0167 0.0109 0.0524
Si -0.005 -0.0179 -0.0665
Si -0.0383 0.0101 0.0556
Si 0.0001 0.0043 -0.0898
Si 0.0122 0.0099 -0.0541
Si 0.0034 0.0044 -0.0539
Si -0.0104 0.0052 -0.0667
Si 0.0094 0.0087 -0.0642
Si -0.0032 -0.0122 0.0156
Si -0.0142 -0.0267 0.0511
Si 0.0064 -0.0152 -0.0621
Si 0.0017 -0.0063 -0.0642
Si 0.0002 -0.0055 0.064
Si 0.0051 -0.0064 0.0161
Si 0.0078 0.0116 0.093
Si 0.0022 0.0031 -0.0886
Si -0.0018 -0.0066 -0.0103
Si 0.0065 -0.0109 0.0305
Si -0.0126 0.003 0.0532
Si -0.0011 0.026 0.0744
Si -0.0058 -0.0042 -0.0803
Si -0.0012 -0.0097 -0.0564
Si -0.0082 0.0094 0.0205
Si -0.0076 -0.0007 -0.0503
Si -0.0092 -0.0003 -0.0565
Si -0.0012 -0.0015 0.0603
Si 0.0104 -0.0033 0.0038
Si 0.0318 0.0051 0.1112
Si 0.0046 0.0131 -0.0753
Si -0.004 -0.0122 0.0246
Si -0.0125 -0.0068 -0.1053
Si -0.0014 0.0011 -0.0526
O -0.0076 0.0194 -0.0387
O 0.0072 0.0015 0.0299
O 0.0163 -0.0082 -0.0365
O 0.0274 0.0331 -0.0716
O -0.0044 0.006 0.022
O 0.0007 -0.0044 -0.0071
O -0.0033 -0.0009 -0.032
O -0.0158 0.0024 0.0305
O -0.0129 0.0175 -0.0706
O 0.0274 -0.003 -0.0439
O 0.005 -0.0091 0.0378
O -0.0544 -0.0083 -0.0715
O 0.0024 -0.015 -0.0109
O 0.0002 -0.0271 -0.0364
O -0.0025 -0.002 -0.0006
O 0.002 0.0282 0.0575
O -0.0003 0.0145 -0.0139
O 0.0064 -0.0196 0.0325
O 0.0062 -0.0024 0.0244
O -0.001 -0.0107 0.0304
O 0.0079 0.0105 0.0223
O -0.0148 0.0194 -0.0882
O 0.0023 -0.0001 0.0063
O -0.008 0.0197 0.0506
O -0.0062 0.026 0.0302
O -0.002 -0.0111 0.035
O 0.0002 -0.0096 0.0198
O 0.0178 0.0084 0.0273
O 0.0135 -0.0009 -0.0468
O 0.0004 -0.0016 -0.0019
O -0.01 0.0023 0.0398
O -0.0018 -0.0007 -0.0297
O 0.008 0.0105 -0.0154
O -0.0035 0.0092 0.0411
O -0.0107 -0.0055 0.0287
O 0.0112 0.0054 -0.0082
O -0.0273 -0.0019 0.0458
O -0.0071 -0.0187 0.0395
O -0.0015 -0.0116 0.0203
O -0.007 -0.0075 0.0303
O 0.0145 0.0048 0.0386
O -0.0019 0.0129 -0.018
O 0.001 -0.0052 0.0145
O 0.02 -0.0047 0.0381
O -0.0026 0.0053 0.0067
O -0.0395 -0.0291 -0.1029
O -0.0185 -0.0247 0.0604
O 0.003 -0.0029 -0.0074
O -0.0083 0.0119 -0.0396
O -0.0045 0.0022 -0.0156
O -0.0022 -0.0007 -0.0005
O 0.0043 0.0069 0.048
O 0.0146 0.0104 0.0339
O 0.0132 -0.0177 -0.0497
O -0.0003 -0.0016 -0.0262
O -0.0047 -0.0048 0.0111
O 0.0543 0.0264 -0.0567
O -0.0116 0.006 0.0308
O -0.0106 -0.032 -0.052
O 0.0024 0.0082 -0.0394
O -0.004 0.0157 0.0176
O -0.0157 0.0065 0.0288
O 0.0071 0.0023 0.0491
O -0.0312 0.0142 -0.0951
O 0.0073 0.0202 -0.04
O -0.0021 -0.0012 -0.0026
O 0.0107 -0.0122 0.0257
O -0.0049 -0.0129 -0.0363
O -0.0061 0 -0.0301
O -0.0055 -0.0148 0.0504
O -0.0092 -0.0106 -0.0288
O 0.0184 -0.0091 -0.0996
O -0.0287 -0.0104 -0.0623
O -0.0106 -0.0013 0.0289
O 0.0069 -0.001 0.0327
O -0.0002 0.0066 0.0148
O 0.0025 0.0013 0.0296
O 0.0088 -0.0184 0.0381
O 0.0099 0.0199 0.0475
O 0.0088 -0.0141 0.0014
O -0.013 -0.0148 -0.0222
O 0.0115 0.01 -0.0476
O 0.0238 0.0245 -0.0799
O 0.0007 0.0152 -0.0525
O -0.0036 -0.0041 -0.0006
O -0.0101 0.0019 -0.0113
O 0.0101 0.0117 -0.0294
O 0.0022 0.0059 0.0184
O 0.0135 0.0077 0.037
O -0.0037 0.0063 0.0051
O 0.0043 0.0118 -0.001
O -0.0098 0.0079 0.016
O 0.0056 -0.0126 -0.0378
O 0.0054 0.0076 0.0261
O 0.0084 -0.0027 -0.0312
O -0.0181 -0.0136 0.0298
O -0.0008 0.0137 0.0404
O -0.0141 -0.0187 0.0277
O 0.0148 -0.0053 0.0281
O -0.012 -0.0011 0.0245
O -0.0026 -0.0029 0.0238
O 0.0024 0.0033 0.0185
O -0.0034 0.011 0.0042
O 0.0392 0.0249 -0.0846
O -0.0055 -0.0057 0.0224
O 0.0113 0.001 0.0274
O -0.0188 0.006 -0.0133
O 0.0116 0.0082 0.0275
O 0.0498 0.0145 -0.0652
O 0.0074 -0.0149 0.0432
O -0.0022 0.0025 0.0192
O -0.0046 -0.0042 0.0106
O 0.0016 -0.0025 -0.0011
O -0.0125 0.0203 -0.0558

The program warned: the cutoff lies below the one the program advises for these potential files; the forces do not sum to zero within the program's tolerance; empty levels may hold ghost states of the PAW files; the exchange-correlation potential is rough where the density is thin.
